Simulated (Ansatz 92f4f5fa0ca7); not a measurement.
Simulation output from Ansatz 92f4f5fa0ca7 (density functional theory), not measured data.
Periodic cell of 208 atoms, Si128O80, from a study of silicon, its oxide and their interface. The atomic structure is a simulated model.

Settings
functional: r2SCAN
potential files: Ansatz PAW
basis: plane waves
wave-function cutoff: 800 eV
density cutoff ratio: 5
exchange-correlation grid ratio: 1
k mesh: 1 x 1 x 1, shifted by 0.5 0.5 0 of a step
self-consistency stop: 1e-10 eV per atom in the density residual
occupations: fixed
spin: none
net charge: 0

Cell vectors (angstrom)
a	10.88	0	0
b	0	10.88	0
c	2.8738	4.684	29.8952

Atoms and the computed forces on them: element, x, y, z (angstrom), force x, y, z (eV/angstrom)
Si	1.2505	-0.9987	-0.0149	-0.0239	0.0015	0.1096
Si	3.8967	1.607	0.0481	-0.0173	0.0152	0.085
Si	1.5897	3.7189	0.0377	0.0163	-0.0119	0.0841
Si	4.2697	-4.2708	0.1795	0.0149	-0.0152	0.0931
Si	-3.8988	-1.7477	0.1392	0.0191	-0.0099	0.0743
Si	-1.0706	1.1618	-0.0056	0.0092	-0.0162	0.1
Si	6.5422	4.4703	0.2102	-0.0175	0.0113	0.1006
Si	-1.6612	-3.9007	0.1265	-0.0109	0.0253	0.081
Si	2.7611	0.0577	1.4143	0.001	-0.0013	-0.004
Si	5.4302	2.7758	1.3786	0.001	-0.002	-0.0058
Si	2.6922	-5.5164	1.3534	-0.0016	0.0005	-0.0068
Si	5.4442	-2.7808	1.5414	0	0.0016	-0.0021
Si	-2.7187	-0.0139	1.2439	-0.0028	-0.0001	-0.0021
Si	0.0193	2.6732	1.4162	0.0002	0.0013	-0.0025
Si	8.1208	5.5135	1.5617	0.0016	-0.0002	-0.0036
Si	0.0585	-2.6966	1.204	0.001	-0.0035	-0.0039
Si	1.3684	1.347	2.8117	-0.0006	-0.0004	0.002
Si	4.0573	4.071	2.7869	0.0003	-0.0008	0.0002
Si	1.3397	-4.0835	2.6379	0.0004	0.0008	0.0023
Si	4.0821	-1.3371	2.7563	0.0007	-0.0018	0.0016
Si	6.8151	1.3506	2.6471	0.0009	-0.0006	0.0025
Si	9.5335	4.0706	2.7367	0.0001	-0.0008	0.0022
Si	6.7709	6.7954	2.9463	-0.0012	-0.0009	0.0004
Si	-1.3297	-1.3603	2.6491	0.0001	0.0006	0
Si	-0.0114	-0.04	4.0917	0.0009	-0.0003	0.0001
Si	2.7154	2.7199	4.1448	-0.0006	-0.001	0.0006
Si	0.0091	-5.4216	4.0611	-0.0005	-0.001	-0.0006
Si	2.6975	-2.7368	4.0471	0.0004	0	-0.0005
Si	5.4621	0.0271	4.0709	-0.0005	-0.0008	-0.0009
Si	8.1587	2.6937	4.0582	0.0007	0.0003	-0.0006
Si	5.4009	5.3993	4.1902	0.0006	-0.0001	0.0001
Si	8.2015	-2.6715	4.1174	-0.0008	-0.0007	0.0007
Si	1.3314	-1.3636	10.8647	0.0008	-0.0008	0.0005
Si	4.0896	1.3904	10.8319	0.0011	-0.0007	-0.0011
Si	1.3713	4.0595	10.905	0.0003	0.0002	-0.0006
Si	4.1225	-4.0691	10.8169	0.0006	0.0003	-0.0013
Si	6.7895	-1.3653	10.9158	0.0001	-0.0005	-0.0004
Si	-1.3628	1.3413	10.8718	-0.0005	0.0003	0.0004
Si	6.808	4.0971	10.9009	0.0006	-0.0007	-0.0002
Si	-1.3726	-4.1073	10.7973	-0.0002	-0.0005	0.0003
Si	2.6905	0.0647	12.1443	-0.0007	0.0011	0
Si	5.4708	2.6887	12.238	-0.0007	-0.0022	0.0001
Si	2.8151	5.4483	12.1707	0.0012	-0.0002	0.0022
Si	5.418	-2.7455	12.2571	-0.0009	-0.0027	0.0023
Si	-2.7162	0.0021	12.2653	0.0027	0.0015	0.0029
Si	-0.0273	2.6876	12.2489	-0.0003	-0.0025	0.0006
Si	8.1624	5.5057	12.2275	-0.0001	0.0013	0.0001
Si	-0.0354	-2.7971	12.1696	0	-0.0014	0.0012
Si	1.3177	1.2946	13.6077	-0.0002	-0.0004	-0.0053
Si	4.1251	4.0653	13.5685	0.0003	0.0003	-0.0042
Si	1.4387	-4.0809	13.4874	-0.0019	-0.0003	-0.0047
Si	4.0446	-1.2624	13.4759	0.0021	-0.0019	-0.0018
Si	-4.0328	1.3939	13.681	-0.0003	-0.0002	-0.0043
Si	-1.3829	4.1189	13.5608	0.0021	-0.0005	-0.0052
Si	6.788	-4.0914	13.669	0.0008	0.0006	-0.0051
Si	-1.4429	-1.5118	13.5476	-0.0027	-0.0005	-0.0035
Si	0.105	-0.3694	14.7933	-0.0183	0.0081	0.0918
Si	2.527	2.9063	14.8148	0.0089	-0.0054	0.0936
Si	0.3295	-5.7068	14.7322	0.0021	0.0104	0.098
Si	2.4817	-2.3884	14.768	0.0122	-0.0032	0.0854
Si	5.5792	-0.1738	14.89	-0.0122	0.0045	0.0967
Si	-2.8661	3.0106	14.9994	0.0202	-0.0111	0.09
Si	5.7068	5.1534	14.9551	-0.0133	0.0143	0.0881
Si	-3.0761	-2.4544	15.0443	0.0091	-0.0063	0.1234
Si	0.6105	1.4809	-6.9127	-0.0188	-0.004	0.2366
Si	-1.2133	1.297	17.0875	0.0147	-0.0225	0.2235
Si	-1.7475	-5.3876	-4.3494	0.0236	-0.0278	0.2456
Si	4.2442	4.4905	20.6423	-0.0104	0.0124	0.2043
Si	-2.4431	1.4938	-2.6616	-0.0024	0.0157	0.214
Si	7.6681	0.0959	19.2466	-0.0284	-0.0032	0.238
Si	3.7447	1.1733	17.0714	-0.0189	-0.0067	0.2305
Si	1.994	-1.1928	-3.062	0.0185	-0.031	0.2189
Si	-0.553	-0.2064	-4.571	-0.0271	-0.0077	0.2541
Si	3.8524	-4.1262	16.9227	-0.0116	0.0016	0.21
Si	7.1229	4.1951	-2.7406	0.0199	-0.0367	0.2119
Si	4.5722	-3.2328	-5.9494	-0.0083	0.0228	0.2442
Si	-0.7306	-3.0279	-6.0575	-0.0137	0.0179	0.2595
Si	0.9624	-3.7934	21.4802	0.0128	0.001	0.2476
Si	7.4594	3.8622	-6.3468	0.0103	0.0091	0.2411
Si	5.4946	-3.8057	19.4547	-0.0014	-0.0017	0.2607
Si	4.3662	5.081	-3.9875	-0.0113	0.0045	0.2216
Si	5.0266	1.6312	19.903	0.0106	-0.0116	0.2578
Si	4.7008	2.7509	-5.7403	0.0042	-0.0301	0.2049
Si	6.3329	-4.5419	-8.0495	0.009	-0.001	0.2644
Si	0.9922	-4.9422	17.4027	0.0022	0.0004	0.2254
Si	7.9632	-2.6523	18.1539	-0.0211	0.0158	0.231
Si	2.632	-3.9335	-2.3855	0	0.022	0.1953
Si	1.9047	-4.2541	-7.2363	0.0224	0.0216	0.2427
Si	1.2204	0.4561	18.331	-0.0025	-0.0051	0.218
Si	2.6736	3.5698	-7.5972	0.0445	0.0005	0.2444
Si	0.847	1.6373	20.9247	-0.0105	-0.0083	0.2564
Si	4.4091	-0.2596	-4.6345	0.006	0.0017	0.2273
Si	1.1942	4.4767	19.8966	0.0116	-0.0026	0.2155
Si	0.0624	-5.3924	-1.968	0.0063	-0.0117	0.2012
Si	0.0965	-2.4059	18.97	0.0165	0.0052	0.2118
Si	5.8052	0.064	-1.9356	-0.0142	-0.0089	0.2019
Si	1.3528	-1.3931	5.4427	0	-0.0001	0
Si	4.0978	1.3565	5.4592	-0.0003	-0.0001	-0.0003
Si	1.3535	-6.7745	5.4531	0.0005	-0.0005	0.0001
Si	4.0445	-4.0669	5.459	0.0006	-0.0003	0.0001
Si	6.813	-1.3235	5.4503	0.0002	-0.0011	0.0003
Si	9.5153	1.3443	5.4298	0.0008	-0.0006	0.0004
Si	6.808	4.0343	5.4688	0	-0.0005	-0.0003
Si	-1.3424	-4.0786	5.4438	-0.0003	-0.0004	0.0001
Si	2.7231	-0.0165	6.7863	0.0002	-0.0001	-0.0004
Si	5.4457	2.6989	6.8358	-0.0002	-0.0007	-0.0002
Si	2.7062	-5.4233	6.8177	0	-0.0004	-0.0009
Si	5.437	-2.7087	6.7839	0.0003	-0.0006	-0.0004
Si	8.1561	0.0231	6.8185	0.0003	-0.0003	-0.0005
Si	-0.0059	2.7139	6.7807	0.0004	-0.0007	-0.0005
Si	-2.7038	-5.4503	6.7905	0	0.0001	-0.0004
Si	0.0032	-2.7367	6.821	0.0001	-0.0006	-0.0005
Si	1.3656	1.3587	8.1379	-0.0001	-0.0006	-0.0007
Si	4.0838	4.0969	8.148	0.0002	-0.0004	-0.0003
Si	1.3526	-4.0917	8.1843	0.0001	-0.0007	-0.0001
Si	4.0763	-1.3639	8.154	0	-0.0008	-0.0002
Si	6.7994	1.3533	8.1996	0	-0.0004	-0.0004
Si	-1.3587	4.054	8.1523	0.0003	-0.0003	-0.0001
Si	6.8099	-4.0748	8.1273	-0.0001	-0.0006	-0.0007
Si	9.5128	-1.3565	8.1477	0.0001	-0.0006	-0.0003
Si	-0.005	0.0001	9.4954	0.0002	-0.0009	0.0001
Si	2.721	2.7387	9.4927	0	-0.0001	0.0003
Si	0.0066	-5.4861	9.5124	0	-0.0007	-0.0006
Si	2.7139	-2.7167	9.5148	-0.0001	-0.0001	-0.0009
Si	5.4333	-0.023	9.5295	0.0006	-0.0008	-0.0008
Si	8.1594	2.7247	9.5412	-0.0001	-0.0003	-0.0004
Si	5.4716	5.4386	9.4901	0.0002	-0.0008	0.0003
Si	8.1445	-2.7033	9.5038	-0.0001	-0.0002	-0.0005
O	1.2505	-1.4376	15.3184	0.003	-0.0019	-0.0503
O	2.0468	-1.1656	-1.4369	0.0204	-0.0029	-0.1621
O	3.4006	-2.8642	16.0327	-0.0281	0.0392	-0.1043
O	0.0287	0.0142	-0.3626	0.0047	-0.0003	-0.0505
O	4.611	-1.6798	-5.4167	0.0057	-0.0705	-0.0989
O	2.7343	2.6509	-0.4748	0.0009	0.0008	-0.0433
O	8.1102	-2.8099	-0.4175	-0.0006	-0.0034	-0.0386
O	6.6662	-1.3105	15.3389	-0.0049	0.0065	-0.0559
O	0.3916	-0.9156	18.4658	0.0036	0.0229	-0.0752
O	7.8667	2.8574	-3.3355	-0.005	0.0198	-0.08
O	3.1985	-3.4232	-6.7588	-0.0575	-0.0269	-0.1077
O	4.9111	0.3907	16.2821	0.0453	-0.0324	-0.1175
O	-1.8048	0.4576	-3.7474	0.0535	-0.048	-0.1235
O	6.497	1.1572	19.4879	0.017	-0.0096	-0.0801
O	-1.497	-2.6827	18.9422	-0.0289	-0.0048	-0.0804
O	3.6136	-3.5724	-1.1455	-0.0423	0.008	-0.126
O	4.7504	-4.4618	-4.8607	0.0088	0.0658	-0.1298
O	6.9699	-3.7651	18.7912	0.0427	0.0151	-0.0958
O	5.0526	-4.9936	16.2702	0.0424	-0.0401	-0.1075
O	-1.399	1.8338	-1.4624	-0.0347	0.0087	-0.1333
O	2.5207	-2.6969	-3.43	0.0021	0.0148	-0.0853
O	-0.4146	5.1244	-3.4752	-0.0501	0.0021	-0.1412
O	4.2078	1.6786	18.5261	-0.0427	-0.0179	-0.173
O	1.3441	3.9665	15.1937	0.0003	-0.0046	-0.0516
O	7.2004	0.8446	-1.8556	0.0201	0.0131	-0.0777
O	-0.8786	0.1215	16.0199	0.032	-0.0374	-0.1156
O	2.4738	0.2074	17.3502	0.0398	0.0071	-0.0936
O	-2.1437	4.416	-5.4971	-0.044	-0.0426	-0.1348
O	-1.1977	-4.8597	-1.1082	0.0327	-0.039	-0.1047
O	-0.8578	-1.4981	-5.5105	-0.0018	-0.0577	-0.1114
O	5.5333	-0.2474	-3.4785	-0.042	-0.0125	-0.1518
O	6.838	4.0672	15.4957	0.0011	-0.0004	-0.041
O	-2.6463	-2.9065	16.5724	-0.0014	-0.0013	-0.1816
O	2.9736	-0.2035	-3.8754	0.0325	0.0198	-0.0935
O	-0.5238	0.8291	20.9815	0.034	0.0173	-0.0996
O	7.2679	3.9651	-1.1491	0.014	-0.0051	-0.1515
O	0.2483	1.6316	17.7343	-0.0392	0.0127	-0.0957
O	0.7783	4.2076	-1.2926	-0.0334	0.0393	-0.0973
O	6.0309	-1.3076	-1.1156	-0.0267	0.0365	-0.0974
O	0.8503	-3.4801	18.0551	0.0206	-0.0493	-0.105
O	5.3467	-2.7576	20.6963	-0.0022	-0.0383	-0.1812
O	2.5644	-5.0959	17.0373	0.0226	0.0088	-0.0753
O	1.1196	-4.172	-1.8775	0.0181	0.0073	-0.0668
O	5.7767	-3.4351	-7.0065	0.0526	-0.0389	-0.1383
O	6.8879	5.075	-7.2281	-0.0228	0.0575	-0.1152
O	0.7266	-2.5651	20.4602	-0.0275	0.0405	-0.1558
O	3.2507	2.4412	16.2066	-0.0249	0.0401	-0.1133
O	1.8488	2.4819	-6.7152	-0.0035	0.01	-0.0839
O	-0.0446	-5.011	16.1695	-0.024	-0.0201	-0.1368
O	3.8472	3.7519	-4.767	0.0019	-0.0485	-0.1132
O	-1.564	-3.9313	-5.0053	0.0211	0.0568	-0.1172
O	4.3585	-3.5201	18.3391	-0.0491	-0.0125	-0.15
O	7.9016	-5.3837	-3.301	0.0271	0.0235	-0.1008
O	0.0231	0.9973	-5.4875	0.0437	0.0579	-0.1589
O	4.6107	0.9341	-1.265	0.0404	-0.0346	-0.1013
O	4.4424	0.6881	21.0944	0.0041	0.0372	-0.1727
O	1.0691	0.1368	-7.6916	0.0243	-0.0398	-0.1482
O	5.5782	4.5126	-3.0721	-0.0456	0.0153	-0.1006
O	3.1411	-5.304	-3.0549	0.0452	-0.0388	-0.1065
O	8.1372	-0.3488	20.7424	-0.043	-0.0032	-0.1661
O	4.2199	3.1795	-7.2342	-0.0506	0.0234	-0.126
O	0.4995	-0.779	-3.481	-0.0557	0.0271	-0.1082
O	0.7328	-3.7137	-6.2364	0.035	-0.0174	-0.1021
O	5.0378	3.1078	20.5397	0.0017	-0.0228	-0.0804
O	0.6387	4.7336	18.4134	-0.0122	0.0403	-0.1429
O	7.2201	-1.2337	18.4464	0.0083	-0.0335	-0.0843
O	5.428	-5.3218	-0.2976	0.0046	-0.0039	-0.0542
O	-2.0149	2.4769	16.3149	-0.0437	0.0443	-0.1087
O	-2.1009	0.8111	18.3369	0.0552	0.0377	-0.1352
O	0.5509	3.1516	20.5072	0.0071	0.0376	-0.0866
O	7.9528	2.6024	-7.1964	0.0427	-0.0375	-0.1332
O	6.2325	3.2332	-5.4979	0.0247	0.0113	-0.0941
O	-0.4138	2.3474	-7.8209	-0.0444	0.0096	-0.1006
O	1.753	0.9306	19.7904	0.0117	-0.0333	-0.1507
O	0.6392	-5.2031	20.8108	0.0022	-0.0491	-0.1065
O	-1.3552	-3.0696	-7.5245	-0.049	0.0024	-0.1948
O	2.8161	4.4278	19.8812	-0.0283	0.0009	-0.0768
O	4.5403	1.1407	-5.4749	-0.0013	0.0617	-0.0862
O	5.2316	-5.2826	20.0349	0.0153	0.0369	-0.0949
O	2.211	5.0395	-7.0899	-0.0042	-0.013	-0.0787

Results
free energy: -127504.127 eV
free energy less fixed offsets of O -570.45, Si -639.56 eV per atom: -4.447 eV

The program warned: the cutoff lies below the one the program advises for these potential files; the forces do not sum to zero within the program's tolerance; empty levels may hold ghost states of the PAW files; the exchange-correlation potential is rough where the density is thin.
